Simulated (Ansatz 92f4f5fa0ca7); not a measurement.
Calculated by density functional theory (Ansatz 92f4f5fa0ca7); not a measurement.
Periodic cell of 221 atoms, Si131O86As1H3, from a study of silicon, its oxide and their interface. The atomic structure is a simulated model.
Doubt: the cutoff is far below the 930 eV that the study's wrapper takes by default for these files, so forces and energies are approximate.
This geometry differs little from another in the collection (a relaxation step or a small displacement).

Settings
functional: PBE
potential files: Ansatz PAW
basis: plane waves
wave-function cutoff: 580 eV
density cutoff ratio: 5
exchange-correlation grid ratio: 1
k mesh: 1 x 1 x 1, Gamma-centred
self-consistency stop: 5e-08 eV per atom in the density residual
occupations: fixed
spin: none
net charge: 0

Cell vectors (angstrom)
a  10.938  0  0
b  0  10.938  0
c  0  0  32.1424

Atoms and the computed forces on them: element, x, y, z (angstrom), force x, y, z (eV/angstrom)
Si  10.7597  0.2337  24.6587  0  0.0003  0.0015
Si  5.7596  10.5083  24.6382  -0.0013  -0.002  0.003
Si  2.6167  3.0555  24.5577  0.0001  0.0026  0.0045
Si  8.5478  2.4721  24.6947  0.001  -0.0021  0.0008
Si  0.3107  5.2119  24.7611  0.0017  -0.0005  -0.0005
Si  5.3499  5.6974  24.6262  -0.0023  -0.0005  0.0009
Si  3.076  7.8832  24.6868  0.0008  0.0008  0.0013
Si  8.1275  8.4159  24.755  0.0003  0  -0.001
Si  1.4835  1.381  25.8752  -0.0009  -0.0006  -0.0012
Si  6.8655  1.3042  25.8815  -0.0008  0.0015  -0.0007
Si  4.1713  4.1362  25.963  0.0013  -0.0007  -0.0033
Si  9.6686  4.0334  26.0518  0.0004  0  -0.0019
Si  1.4726  6.7979  26.0369  -0.0028  0.0013  -0.001
Si  6.9189  6.8164  26.0001  0.0018  -0.0008  -0.0024
Si  4.1877  9.462  26.0341  -0.0015  0.0045  -0.0025
Si  9.6541  9.6162  26.0535  -0.0011  0  -0.0019
Si  2.7903  -0.0244  27.2859  0.0021  -0.0038  0.0109
Si  8.2186  0.007  27.3791  0.0008  0.0001  -0.0054
Si  0.1216  2.6812  27.3778  -0.0031  -0.0028  -0.0074
Si  5.5185  2.6981  27.2711  0.0022  0.0005  0.0131
Si  2.8095  5.4415  27.4182  0.0005  -0.0015  -0.0101
Si  8.2615  5.4221  27.3495  0.0022  -0.0018  0.0029
Si  0.0714  8.1907  27.3537  -0.001  -0.0064  0.0025
Si  5.5479  8.1456  27.4279  -0.0031  0.002  -0.009
Si  4.1345  1.3577  28.6752  0.0048  -0.0012  -0.019
Si  9.6141  1.3618  28.7262  0.007  -0.0027  0.0046
Si  1.4192  4.08  28.7521  0.012  -0.0099  0.0156
Si  6.8612  4.0656  28.6956  -0.0015  -0.0142  -0.0092
Si  4.1511  6.8132  28.7763  0.0117  -0.0109  0.021
Si  9.6082  6.8244  28.7109  0.0055  -0.0019  -0.0055
Si  1.4143  9.5776  28.7086  0.0094  0.0057  -0.0038
Si  6.8748  9.5677  28.7536  0.0067  -0.0012  0.0138
Si  0.0181  -0.0178  30.0889  -0.0096  0.0046  0.0005
Si  5.4756  -0.0037  30.0847  0.0054  -0.008  -0.0007
Si  2.7685  2.7082  30.0912  -0.0144  0.0169  0.001
Si  8.2262  2.7212  30.0853  0.0015  0.0059  -0.0012
Si  0.0227  5.4511  30.0893  0.0013  -0.0006  -0.0017
Si  5.5041  5.4304  30.101  -0.0186  0.0136  -0.001
Si  2.7544  8.1966  30.0948  0.0066  0.0023  -0.0032
Si  8.2311  8.1871  30.0946  -0.0088  0.0151  -0.0013
Si  1.3673  1.3673  31.4587  0.1136  -0.0787  -0.0693
Si  6.8362  1.3673  31.4587  0.0601  -0.005  -0.0499
Si  4.1018  4.1018  31.4587  0.1194  -0.2165  0.0142
Si  9.5708  4.1018  31.4587  0.0174  0.0094  -0.0079
Si  1.3673  6.8362  31.4587  0.0218  -0.01  -0.0139
Si  6.8362  6.8362  31.4587  0.1403  -0.138  -0.0363
Si  4.1018  9.5708  31.4587  0.0519  0.0411  0.0314
Si  9.5708  9.5708  31.4587  0.1538  -0.0863  -0.0014
Si  2.7345  0  0.6835  -0.1206  0.1097  0.039
Si  8.2035  0  0.6835  -0.0395  -0.0347  0.0678
Si  0  2.7345  0.6835  -0.0419  -0.0402  0.098
Si  5.469  2.7345  0.6835  -0.2743  0.169  -0.1642
Si  2.7345  5.469  0.6835  0.0143  0.0227  0.1081
Si  8.2035  5.469  0.6835  -0.0575  0.1719  0.0067
Si  0  8.2035  0.6835  -0.164  0.0999  -0.0856
Si  5.469  8.2035  0.6835  -0.0049  -0.0109  0.1212
Si  4.085  1.3887  2.0464  0.01  -0.0038  -0.0057
Si  9.5554  1.3679  2.0631  0.0058  0.0026  0.0089
Si  1.3501  4.1122  2.0597  0.0002  -0.0089  0.0008
Si  6.7852  4.1369  2.0222  0.0121  -0.0227  0.0027
Si  4.0835  6.8526  2.0701  0.0088  -0.0068  0.0004
Si  9.5396  6.874  2.0495  0.0124  -0.0107  -0.0057
Si  1.3335  9.5891  2.0391  0.0063  -0.0109  0.0068
Si  6.8328  9.5706  2.0671  -0.003  -0.0023  0.0023
Si  -0.0425  -0.0341  3.4568  -0.0005  -0.0301  0.0027
Si  5.4348  0.0108  3.3934  -0.0107  0.0166  -0.0133
Si  2.7099  2.7373  3.4407  0.0155  -0.0015  0.0085
Si  8.103  2.7384  3.3452  -0.0459  0.0166  -0.0309
Si  -0.05  5.4998  3.3838  -0.0158  0.026  -0.0212
Si  5.4614  5.4948  3.4534  0.0125  0.0019  0.0128
Si  2.6782  8.2349  3.4014  -0.0321  0.0199  -0.0105
Si  8.1865  8.2155  3.4857  -0.0006  0.0036  0.0213
Si  1.3094  1.3577  4.7911  -0.0129  0.0146  0.0057
Si  6.7947  1.3661  4.7635  0.0055  0.0085  0.0069
Si  4.0895  4.1161  4.8042  -0.005  0.0009  -0.0008
Si  9.3852  4.1888  4.6384  -0.008  -0.0059  0.0127
Si  1.2942  6.8791  4.7619  0.0305  0.0081  0.02
Si  6.7934  6.8831  4.8778  -0.0075  -0.0073  -0.0132
Si  4.0109  9.6478  4.7454  0.0031  -0.0171  0.018
Si  9.5389  9.561  4.9199  -0.0027  0.0074  0.0038
Si  2.657  0.004  6.2303  0.0024  -0.0015  -0.0327
Si  8.1396  0.0513  6.2256  0.0098  -0.0098  -0.004
Si  -0.2216  2.7768  5.8795  0.0229  0.0036  0.0163
Si  5.4135  2.6934  6.1667  -0.0007  -0.0017  -0.0044
Si  2.722  5.5506  6.085  0.0045  0.0167  0.0253
Si  8.159  5.4819  6.2421  -0.0146  0.0046  0.0078
Si  -0.0211  8.1632  6.3061  -0.0459  -0.01  -0.045
Si  5.3774  8.3309  6.1268  -0.0059  0.0059  0.0151
Si  4.2425  1.1834  7.5948  0.0281  0.0189  -0.011
Si  9.3084  1.7054  7.4626  -0.0124  0.0067  -0.0163
Si  1.0433  4.2771  7.0747  -0.0064  -0.0076  -0.0146
Si  6.9815  3.8377  7.4951  0.0235  -0.0093  -0.0517
Si  3.8046  7.1798  7.435  0.022  -0.062  -0.1738
Si  9.8328  6.4539  7.6761  0.0011  0.0004  -0.0164
As  1.4254  9.4729  7.7746  -0.0225  0.036  0.0014
Si  6.485  9.8957  7.5145  0.0126  -0.0079  -0.0031
O  2.6965  8.1843  8.1172  -0.0186  0.0654  0.0408
O  8.1589  2.7785  8.0168  0.0039  -0.0077  0.0173
O  4.2129  6.7929  24.1216  -0.002  0.0015  0.0009
O  9.6318  1.3507  24.142  -0.0007  0.001  0.0014
O  5.3776  0.076  8.077  -0.0302  -0.0071  0.0001
O  0.0664  5.3103  7.9213  0.0067  -0.0012  0.0021
O  1.4041  4.1129  24.192  -0.004  0.0034  0.0009
O  6.9815  9.4782  24.2344  -0.0005  0.0013  0.0024
H  7.0766  9.2421  8.7214  -0.0032  0.0021  0.0009
O  4.6103  6.5217  8.699  0.0096  -0.0187  0.1225
O  9.3228  6.7524  9.2309  -0.0061  -0.0045  0.0102
O  3.6875  1.892  9.0062  -0.0055  -0.0007  0.0063
O  1.6248  3.077  8.0269  0.0145  -0.0069  0.0237
O  6.1952  4.4044  8.8355  -0.0016  -0.0105  0.0114
O  10.1438  1.123  8.77  0.0165  -0.0068  0.0262
H  0.3707  10.5099  23.4341  0.0005  -0.0005  -0.0007
H  2.4454  8.5069  23.4833  0.0011  -0.0012  -0.0017
O  10.6511  5.8979  23.4017  -0.002  0.001  -0.0015
O  6.0235  5.033  23.2644  0.0009  -0.0022  -0.001
O  4.9938  10.761  23.2052  -0.0013  0.0009  -0.007
O  7.9875  3.2418  23.3602  -0.0021  0.0022  -0.0017
O  8.8465  7.8568  23.3893  0.0025  -0.0026  -0.0013
O  3.3263  2.7054  23.1059  0.0022  -0.0019  -0.0048
Si  6.6008  1.5022  15.4244  -0.0019  -0.0007  -0.0037
Si  4.9675  10.776  21.5773  -0.0004  0.0007  0.004
Si  7.7451  7.5935  16.0304  0.0017  0.0005  -0.0045
Si  5.9941  1.5153  12.2302  0.0029  -0.0005  -0.0037
Si  0.8139  0.0285  17.2818  -0.0003  0.0008  -0.0028
Si  1.1761  1.5348  14.4985  0.0001  0  -0.0026
Si  6.5117  5.2628  17.8653  0.0001  -0.0006  -0.0004
Si  10.7118  1.3218  10.296  -0.0117  0.0046  -0.0125
Si  7.3139  4.4163  22.4692  0.0009  0.0017  0.0025
Si  3.0984  8.8034  17.1584  0.0013  -0.0004  -0.0007
Si  4.0606  5.4479  19.8348  -0.0006  -0.001  0.0011
Si  5.3201  4.7696  15.1427  -0.0006  -0.0002  -0.0025
Si  0.1398  10.1024  12.4613  0.002  -0.0023  -0.001
Si  1.9634  2.0329  19.1652  0.0016  0.0007  -0.0001
Si  9.5183  6.6559  22.5283  -0.0021  0.0006  0.0032
Si  8.4982  3.2255  11.5908  -0.0002  -0.0018  -0.0051
Si  0.223  7.564  19.9385  -0.0004  -0.001  0.0015
Si  3.205  5.1648  11.2887  0.0054  0.0005  0.0057
Si  9.332  9.4361  18.0276  0.0003  -0.0003  -0.0019
Si  4.9246  1.7109  18.0066  -0.0002  -0.0001  -0.0004
Si  6.9966  3.1135  19.5883  0  0.0007  0.0011
Si  0.334  4.5206  15.3988  0.0011  0.0013  -0.0028
Si  2.747  6.6044  14.9701  -0.0006  -0.0004  -0.0048
Si  5.6254  5.702  9.6508  0.0371  -0.0076  0.013
Si  8.4971  8.1561  12.9995  -0.0008  -0.0009  -0.0033
Si  2.7324  8.106  12.2667  -0.0026  -0.0004  0.0011
Si  3.5774  2.6315  21.4953  0  -0.0006  0.0047
Si  8.4123  6.2564  10.5093  0.0006  0.0068  -0.0049
Si  6.996  0.1557  19.4816  -0.0008  0.0005  0.0002
Si  8.2696  3.9261  14.6864  -0.0006  -0.0001  -0.0061
Si  3.6555  2.9748  13.2741  0.0003  0.0012  -0.0041
Si  3.2533  8.3294  20.2336  0.0001  0.001  0.0019
Si  5.5991  9.7022  15.5704  -0.0004  -0.0006  -0.005
Si  5.5482  9.5108  12.5132  0.0008  0.0005  -0.0013
Si  2.3547  2.757  9.4281  -0.0048  0.0135  -0.0112
Si  1.3308  4.9311  18.4584  0.001  0.001  -0.0011
O  1.465  9.1637  12.0881  -0.0005  0.0017  -0.0027
O  8.4806  4.6421  10.7767  -0.0013  -0.0035  -0.0022
O  4.2186  9.7582  16.4394  0.0011  0  0.0009
O  4.2604  5.9643  14.7887  -0.0003  -0.0006  -0.0001
O  4.5652  2.3007  12.0947  -0.0013  0.0002  0.0004
O  6.4459  10.4949  20.9082  0.0024  0.0006  -0.0021
O  7.142  2.3165  11.3805  -0.0007  0.0001  -0.001
O  2.6616  7.7689  13.8508  0.0007  -0.0012  0.0007
O  5.5058  2.8987  18.9524  -0.0004  -0.0007  0
O  2.2658  1.9804  20.7646  -0.0014  -0.0004  -0.0024
O  4.6014  3.462  14.5025  0.0017  0.0021  0.0009
O  8.8067  8.4921  16.8328  -0.0014  -0.0007  0.0009
O  8.8695  7.0256  11.8724  0.0007  0.0007  0.0017
O  1.2504  0.9356  16.0064  0.0003  0.0012  -0.0012
O  6.364  1.4937  13.8166  0.0001  0.001  0.0022
O  4.8164  5.2798  11.0076  -0.013  -0.0081  0.0222
O  9.6136  4.7195  15.271  -0.0002  -0.0011  0.0018
O  0.4524  0.3856  13.5516  -0.0005  0.0006  0.0012
O  0.496  6.124  19.1974  0.0012  -0.002  0.0001
O  1.6165  8.3051  20.3945  0  -0.0001  0.0002
O  3.7926  6.8368  20.6961  0.0002  -0.0005  -0.0002
O  7.6162  4.2209  18.5376  -0.0003  0.001  -0.0002
O  2.5994  4.2358  10.0862  -0.0004  -0.0067  -0.0022
O  6.2725  8.2665  15.8792  -0.0005  0.0012  0.0016
O  6.7767  10.8436  15.8186  0.0005  0.0001  0.0012
O  5.0876  9.8347  14.0374  0.0002  -0.0005  0.0015
O  2.9274  4.3003  12.6516  -0.0016  0.0011  -0.0013
O  2.5554  6.6776  11.4258  0.0002  0.0019  -0.0042
O  7.4529  6.3227  17.0361  0.0003  0.0017  0.001
O  2.6355  1.8349  13.8285  -0.0003  0.0004  0.0037
O  7.8504  2.5832  15.5999  0.001  0.0011  0.0012
O  9.7995  2.4093  11.0801  -0.0008  0.0005  0
O  5.4704  4.6544  16.7557  -0.0012  -0.0003  -0.0016
O  5.5261  5.7254  19.1116  0.0017  0.0002  -0.001
O  7.0161  8.7566  12.5672  -0.002  0.0012  0.0003
O  3.3115  1.8432  18.2144  0.001  -0.0003  0.0002
O  5.8098  10.9158  11.7  -0.0018  -0.0008  -0.0009
O  1.6918  9.6045  17.2366  0.0003  -0.0002  0.0012
O  0.5161  3.0347  14.7039  0.0013  -0.0001  0.0013
O  5.6464  0.3257  18.539  -0.0009  0.0006  -0.0004
O  8.6803  3.4934  13.1801  0.0011  0.0016  0.002
O  2.9301  5.2812  18.6419  -0.0016  -0.0005  0.0003
O  7.7197  1.6407  19.6211  0.0005  -0.0004  0.0007
O  6.8703  6.6428  10.1194  0.0018  -0.0008  -0.0007
O  10.2285  7.2928  21.2325  0.0027  0.002  -0.0028
O  5.3613  1.8955  16.4398  0.0006  0.0012  -0.0014
O  0.7375  4.7236  16.9598  -0.0013  -0.0005  -0.0008
O  1.0184  0.8056  18.7029  -0.0008  -0.0018  -0.0007
O  1.4297  5.6079  14.7501  -0.0004  0.0002  0.0021
O  3.9337  4.1303  20.8612  0.0001  0.002  -0.0013
O  8.0791  10.0534  18.8729  0.0017  -0.0009  0
O  9.7657  9.2314  12.9923  0.0013  0.0025  -0.0005
O  10.3184  8.5764  18.9884  -0.0014  0.0018  -0.0011
O  10.1665  10.6124  17.264  0.0004  0.0004  0.0016
O  1.3333  1.8447  10.3229  0.0048  -0.001  -0.0014
O  4.6729  1.4254  21.2248  0.0005  0.0004  -0.0005
O  10.6436  -0.1177  11.0554  -0.0012  -0.0014  0.0024
O  3.6445  8.5016  18.6586  -0.0004  0.0006  -0.0034
O  2.759  7.3822  16.4121  0.0003  -0.0007  0.001
O  8.3661  5.5943  22.0943  0.0013  -0.001  0
O  8.3618  7.4638  14.4967  -0.0006  0.0005  0.0026
O  6.8604  3.7249  21.0776  0  -0.002  -0.0029
O  4.2333  8.7205  11.8756  -0.001  -0.0005  -0.0009
O  6.8848  4.8596  14.5741  0  -0.0014  0.0016
O  3.9042  9.6048  21.0659  -0.0011  -0.0022  -0.0013
O  1.1388  3.4305  19.0498  -0.0002  0.0009  -0.0001

Results
free energy: -137092.007 eV
free energy less fixed offsets of As -4856.12, H -15.97, O -568.88, Si -635.61 eV per atom: 0.613 eV

The program warned: the cutoff lies below the one the program advises for these potential files; the exchange-correlation potential is rough where the density is thin.
